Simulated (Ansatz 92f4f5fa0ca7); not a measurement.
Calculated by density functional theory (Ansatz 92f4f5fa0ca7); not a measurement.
Periodic cell of 234 atoms, Si146O88, from a study of silicon, its oxide and their interface. The atomic structure is a simulated model.
Doubt: the cutoff is low for norm-conserving oxygen, so forces and energies are approximate.
Doubt: the program's own warning below bears on the result.

Settings
functional: HSE06
potential files: SPMS norm-conserving
basis: plane waves
wave-function cutoff: 800 eV
density cutoff ratio: 4
exchange-correlation grid ratio: 1
k mesh: 1 x 1 x 1, Gamma-centred
occupations: fixed
spin: none
net charge: 0

Cell vectors (angstrom)
a, 11.6015, 0, 0
b, 0, 10.938, 0
c, 0, 0, 32.8229

Atoms: element, x, y, z (angstrom)
Si, -0.0219, -0.1847, 24.35
Si, 3.5543, -0.016, 24.0658
Si, 7.5717, -0.0104, 23.9564
Si, 1.7078, 1.3996, 24.3624
Si, 5.5847, 1.2562, 24.1096
Si, 9.6582, 1.17, 24.2094
Si, 0.0673, 5.3958, 24.226
Si, 3.9155, 5.4422, 23.8662
Si, 7.7032, 5.328, 24.3117
Si, 1.9504, 6.811, 23.9522
Si, 5.8796, 6.8257, 23.9733
Si, 9.6828, 6.607, 24.2217
Si, 1.9317, 2.8074, 26.1819
Si, 5.684, 2.6625, 26.0559
Si, 9.6137, 2.6261, 26.1178
Si, -0.0451, 4.0407, 26.149
Si, 3.8561, 4.178, 25.9738
Si, 7.6575, 3.9675, 26.1948
Si, 1.9618, 8.0683, 26.0209
Si, 5.7658, 8.1923, 25.9557
Si, 9.6052, 8.1437, 26.036
Si, -0.0012, 9.3702, 26.1797
Si, 3.8061, 9.539, 26.0051
Si, 7.7004, 9.5718, 25.958
Si, 0.0022, -0.0339, 27.9932
Si, 3.851, -0.0434, 27.9719
Si, 7.7012, -0.0302, 27.9504
Si, 1.9406, 1.3356, 28.019
Si, 5.7602, 1.3357, 28.0004
Si, 9.652, 1.3031, 28.0376
Si, -0.0476, 5.4763, 28.0102
Si, 3.8667, 5.4654, 27.9723
Si, 7.677, 5.4568, 28.0212
Si, 1.9237, 6.7873, 27.9961
Si, 5.7718, 6.8592, 27.9518
Si, 9.606, 6.8116, 27.9939
Si, 1.9336, 2.7345, 29.9236
Si, 5.8008, 2.7345, 29.9236
Si, 9.6679, 2.7345, 29.9236
Si, 0, 4.1018, 29.9236
Si, 3.8672, 4.1018, 29.9236
Si, 7.7343, 4.1018, 29.9236
Si, 1.9336, 8.2035, 29.9236
Si, 5.8008, 8.2035, 29.9236
Si, 9.6679, 8.2035, 29.9236
Si, 0, 9.5708, 29.9236
Si, 3.8672, 9.5708, 29.9236
Si, 7.7343, 9.5708, 29.9236
Si, 0, 0, 31.8572
Si, 3.8672, 0, 31.8572
Si, 7.7343, 0, 31.8572
Si, 1.9336, 1.3673, 31.8572
Si, 5.8008, 1.3673, 31.8572
Si, 9.6679, 1.3673, 31.8572
Si, 0, 5.469, 31.8572
Si, 3.8672, 5.469, 31.8572
Si, 7.7343, 5.469, 31.8572
Si, 1.9336, 6.8362, 31.8572
Si, 5.8008, 6.8362, 31.8572
Si, 9.6679, 6.8362, 31.8572
Si, 1.9336, 2.7345, 0.9679
Si, 5.8008, 2.7345, 0.9679
Si, 9.6679, 2.7345, 0.9679
Si, 0, 4.1018, 0.9679
Si, 3.8672, 4.1018, 0.9679
Si, 7.7343, 4.1018, 0.9679
Si, 1.9336, 8.2035, 0.9679
Si, 5.8008, 8.2035, 0.9679
Si, 9.6679, 8.2035, 0.9679
Si, 0, 9.5708, 0.9679
Si, 3.8672, 9.5708, 0.9679
Si, 7.7343, 9.5708, 0.9679
Si, -0.0021, 0.0261, 2.8859
Si, 3.9116, 0.0263, 2.8865
Si, 7.7566, 0.0063, 2.9326
Si, 1.9741, 1.3606, 2.8752
Si, 5.8398, 1.4034, 2.8872
Si, 9.6626, 1.3861, 2.8849
Si, 0.0304, 5.5287, 2.8514
Si, 3.9171, 5.4909, 2.9268
Si, 7.7563, 5.4927, 2.9271
Si, 1.9873, 6.8258, 2.8576
Si, 5.8426, 6.8773, 2.9419
Si, 9.6668, 6.8539, 2.9336
Si, 2.0411, 2.7605, 4.7657
Si, 5.8634, 2.9023, 4.7207
Si, 9.714, 2.86, 4.7293
Si, 0.0868, 4.0882, 4.6861
Si, 3.9155, 4.2425, 4.9524
Si, 7.7931, 4.268, 4.9658
Si, 1.9635, 8.2308, 4.7288
Si, 5.8589, 8.2905, 4.8792
Si, 9.6211, 8.132, 4.9512
Si, -0.026, 9.4473, 4.6961
Si, 3.8922, 9.6032, 4.8155
Si, 7.7898, 9.6707, 4.9599
Si, 0.0827, -0.1297, 6.5438
Si, 3.9842, 0.0683, 6.7186
Si, 7.9167, 0.3684, 6.7774
Si, 1.9607, 1.2768, 6.6023
Si, 5.8245, 1.5243, 6.5777
Si, 9.9655, 1.4688, 6.5681
Si, 0.0557, 5.3942, 6.6095
Si, 3.8678, 5.791, 6.9139
Si, 7.6614, 5.5355, 7.1196
Si, 1.8282, 6.9314, 6.6685
Si, 5.8571, 7.1259, 6.9546
Si, 9.7963, 6.7733, 7.0018
O, 3.7358, 5.121, 8.42
O, 1.4789, 7.837, 8.0369
O, 1.5952, 2.2264, 7.9186
O, 5.466, 2.6252, 7.7897
O, 11.5913, 10.0432, 8.0276
O, 7.321, 4.4642, 8.3856
O, 10.4241, 2.305, 7.9541
O, 10.3741, 7.6878, 8.3028
O, 4.125, 10.1739, 8.151
O, 11.8567, 4.5289, 8.0229
O, 5.933, 8.2279, 8.2336
O, 8.1734, 10.7903, 8.3485
O, 7.3562, 10.0751, 22.5416
O, 3.0806, 10.0835, 22.6751
O, 9.735, 7.2043, 22.6652
O, 6.1173, 7.7308, 22.5772
O, 7.6803, 4.1625, 23.1125
O, 3.9327, 4.3623, 22.5779
O, 10.2196, 2.2134, 23.0481
O, 1.3629, 2.2314, 22.9364
O, 0.3478, 9.9939, 22.8992
O, 1.7834, 7.7809, 22.5935
O, 5.546, 2.2213, 22.7765
O, -0.0349, 4.4987, 22.8207
Si, 6.2542, -0.7477, 19.0548
Si, 8.8442, 0.5535, 18.3617
Si, 4.2028, 1.4009, 14.7101
Si, 1.2698, 5.3542, 17.0473
Si, 8.1074, 2.8315, 16.7728
Si, 5.2609, 6.0166, 16.5508
Si, 1.6728, 9.3667, 22.158
Si, 11.115, 3.034, 15.8397
Si, 3.967, 7.6629, 11.4839
Si, 8.0845, -5.5346, 13.7521
Si, 2.0561, 0.7715, 12.5904
Si, 6.3284, 3.2861, 9.0062
Si, 17.4788, 7.5054, 14.036
Si, 7.6027, 4.2065, 21.4845
Si, 6.8155, 2.6546, 13.8742
Si, 4.103, 12.3651, 19.3987
Si, 6.8818, 8.8149, 21.6056
Si, 3.7226, 3.4161, 16.9475
Si, 5.1726, 9.3922, 9.1315
Si, 3.0104, 7.8046, 17.0981
Si, 11.7413, 8.5497, 8.6715
Si, -2.476, 6.9445, 21.1807
Si, 11.8383, 2.9605, 8.4594
Si, 1.3547, 3.4141, 11.192
Si, 1.8892, 10.0038, 19.0355
Si, 16.7168, 9.6498, 16.0693
Si, 7.5155, 11.3815, 9.7266
Si, 11.2729, -0.4782, 13.7442
Si, 11.3947, 0.1056, 16.7453
Si, 3.9506, 4.8688, 10.011
Si, 8.1143, 5.6334, 16.8939
Si, 10.4428, 5.7241, 18.8233
Si, 9.9524, 2.854, 20.0573
Si, 1.2387, 9.0235, 11.623
Si, -0.0349, 2.9148, 22.4466
Si, 4.8252, 3.2536, 21.7536
Si, 10.4717, 3.7173, 12.8232
Si, 8.9881, 1.0856, 12.3034
O, 1.8708, 6.783, 16.458
O, 8.5316, 5.4301, 15.3261
O, -1.5062, 4.1634, 19.1101
O, 8.5738, 3.0435, 20.9092
O, 4.9314, 7.8992, 12.775
O, 2.9275, 0.3118, 19.2178
O, 5.2651, 3.8783, 10.1089
O, -3.3832, -2.6981, 20.8714
O, 7.8897, -0.5763, 19.0313
O, 2.5101, -2.3104, 18.4076
O, 6.7536, 6.5133, 17.015
O, 8.123, 5.6686, 21.0224
O, 5.7279, -1.308, 17.5999
O, 5.5349, 11.6019, 19.4362
O, 7.3574, 13.4877, 15.3881
O, 7.1887, 2.0588, 9.6645
O, 14.8541, 0.5948, 13.6716
O, 5.2469, 2.2785, 13.8259
O, 9.3796, 6.2611, 17.692
O, 7.0362, 4.1958, 13.3839
O, 4.244, 6.824, 17.5295
O, 5.9182, -1.7197, 20.342
O, 16.5739, -6.5203, 16.6271
O, -1.787, 2.4697, 11.9712
O, 7.5889, 1.5384, 12.9932
O, 6.0613, 4.0056, 20.9755
O, 1.427, 9.5811, 20.5543
O, 0.3221, 4.4386, 16.0743
O, 4.9516, 0.2712, 15.6241
O, 4.3094, 8.7321, 10.3197
O, 2.5226, 4.3601, 10.594
O, 0.3696, 8.6867, 10.2792
O, 9.8161, 1.3927, 19.3654
O, 8.5851, 11.2067, 10.9416
O, 4.2945, 6.1892, 10.8862
O, 12.2502, 11.7129, 13.3926
O, 11.852, 1.6554, 16.3634
O, 9.7827, 0.0255, 13.2788
O, 10.334, -4.2267, 20.1181
O, 11.9248, 4.1799, 12.2162
O, 7.7574, 12.5083, 17.7095
O, 13.6238, -0.4653, 11.5179
O, 13.9839, 7.8706, 11.8714
O, 17.6775, 8.8467, 14.9875
O, 5.0989, 6.3968, 14.963
O, 6.1674, 10.4624, 9.8793
O, 11.787, -1.7915, 12.8893
O, 7.2998, 6.8363, 13.4872
O, 11.3794, 2.7855, 20.8463
O, 11.4211, 10.1638, 15.3505
O, 7.6505, 4.1958, 17.5153
O, 12.343, 10.4832, 17.9587
O, 0.3844, 5.8134, 18.3317
O, 0.3397, 2.8456, 10.0601
O, 9.4652, 5.0342, 12.9164
O, 3.6285, -2.0221, 16.0525
O, 3.9088, 2.375, 20.7263
O, -0.8662, 3.0443, 14.2749
O, 2.2009, 2.2044, 11.8678
O, 4.1321, 2.4251, 18.1376
O, 9.7086, 2.9847, 16.6251
O, 9.8455, 10.873, 17.2414
O, 3.3846, 2.4746, 15.6459
O, 2.4768, 4.3379, 17.4391

Results
free energy: -55957.688 eV
free energy less fixed offsets of O -447.96, Si -113.29 eV per atom: 3.132 eV
gap between the highest filled and lowest empty level on this k mesh: 1.486 eV

The program warned: the cutoff lies below the one the program advises for these potential files; the model core charge is not resolved on the grid; the forces do not sum to zero within the program's tolerance; the exchange-correlation potential is rough where the density is thin.
